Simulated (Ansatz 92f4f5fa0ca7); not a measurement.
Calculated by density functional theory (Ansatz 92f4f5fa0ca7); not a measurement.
Periodic cell of 220 atoms, Si132O88, from a study of silicon, its oxide and their interface. The atomic structure is a simulated model.
This geometry differs little from another in the collection (a relaxation step or a small displacement).

Settings: functional r2SCAN; potential files Ansatz PAW; basis plane waves; wave-function cutoff 800 eV; density cutoff ratio 5; exchange-correlation grid ratio 1; k mesh 1 x 1 x 1, shifted by 0.5 0.5 0 of a step; self-consistency stop 1e-10 eV per atom in the density residual; occupations fixed; spin none; net charge 0.

Cell vectors (angstrom)
a	10.88	0	0
b	0	10.88	0
c	0	0	31.5335

Atoms: element, x, y, z (angstrom)
Si	0.2444	0.0306	-0.586
Si	2.1897	3.16	-0.0673
Si	-0.1275	5.2666	0.1805
Si	2.5538	8.7069	-0.5292
Si	5.373	0.18	0.2074
Si	7.7821	2.8041	-0.1821
Si	5.5789	5.0918	-0.1902
Si	8.5031	7.4468	-0.1696
Si	1.1984	1.4101	1.1119
Si	3.9293	4.1341	1.19
Si	1.2477	6.6929	1.3668
Si	3.9255	9.5722	1.2104
Si	6.7559	1.4584	1.4411
Si	9.3018	3.8845	1.2715
Si	6.7502	6.6139	1.1524
Si	9.2801	9.2524	1.2153
Si	-0.1651	2.5928	2.6025
Si	2.5892	0.079	2.5428
Si	-0.033	8.2013	2.6233
Si	2.6959	5.4435	2.6835
Si	5.295	2.8087	2.6485
Si	8.0632	-0.1146	2.6243
Si	5.3566	8.1037	2.4563
Si	8.0633	5.3582	2.6326
Si	1.2596	4.0207	3.9201
Si	3.9814	1.3724	3.9504
Si	1.3096	9.5789	3.9672
Si	4.0716	6.8146	3.9718
Si	6.6986	4.0929	4.0344
Si	9.4353	1.247	4.0009
Si	6.6651	9.4532	3.9285
Si	9.4709	6.7758	3.9307
Si	-0.0292	-0.002	5.3762
Si	2.6491	2.7253	5.3218
Si	-0.0427	5.4252	5.3
Si	2.7	8.1972	5.3006
Si	5.3676	-0.008	5.294
Si	8.1026	2.6896	5.3209
Si	5.3995	5.4787	5.3803
Si	8.1033	8.1448	5.2847
Si	1.3467	1.372	6.7118
Si	4.0338	4.0819	6.6821
Si	1.3517	6.7959	6.6457
Si	4.0503	9.535	6.6978
Si	6.7588	1.3372	6.6773
Si	9.4932	4.0644	6.6717
Si	6.7833	6.8275	6.7011
Si	9.4845	9.4937	6.6654
Si	0.0129	2.7482	8.0547
Si	2.7406	0.0443	8.067
Si	0.0283	8.1882	8.0112
Si	2.7113	5.4523	8.0459
Si	5.4112	2.7189	8.0346
Si	8.1665	0.0024	8.0278
Si	5.4324	8.1858	8.0581
Si	8.1547	5.4605	8.0198
Si	1.4004	4.0805	9.4403
Si	4.1094	1.3724	9.4693
Si	1.4037	9.5533	9.3996
Si	4.0739	6.8135	9.4087
Si	6.7862	4.1006	9.3576
Si	9.5809	1.3399	9.3842
Si	6.8026	9.5578	9.3951
Si	9.5484	6.832	9.3373
Si	0.1145	0.0424	10.8086
Si	2.7531	2.7099	10.8729
Si	0.0502	5.5272	10.699
Si	2.7818	8.2343	10.7756
Si	5.5104	0.0216	10.8294
Si	8.2143	2.7525	10.6393
Si	5.4282	5.4346	10.7581
Si	8.2239	8.2256	10.6863
Si	1.4712	1.325	12.3412
Si	4.1124	4.0881	12.2266
Si	1.3529	6.9321	12.0833
Si	4.1649	9.5276	12.2215
Si	6.9394	1.4504	12.0812
Si	9.6101	4.082	11.9524
Si	6.8659	6.8383	11.9673
Si	9.5775	9.5825	12.0824
Si	0.0965	2.9007	13.4502
Si	2.9281	-0.0283	13.7797
Si	-0.0894	8.1929	13.5021
Si	2.6481	5.5382	13.4161
Si	5.5727	2.6899	13.5179
Si	8.357	0.1453	13.4513
Si	5.7334	8.2222	13.4422
Si	8.2016	5.4179	13.2027
Si	1.0842	4.5084	14.7846
Si	4.7025	1.0118	14.9392
Si	1.9661	9.4211	15.4285
Si	3.6232	6.7642	15.0621
Si	7.111	4.009	14.6455
Si	9.641	2.2596	15.216
Si	6.969	9.7613	14.6919
Si	9.6059	6.5465	14.6064
Si	-1.7753	-3.6594	19.0589
Si	-2.3925	7.6944	16.2834
Si	6.5163	6.7704	18.2839
Si	0.4291	3.1156	20.3414
Si	5.0454	2.6225	17.4439
Si	3.18	0.1471	20.8838
Si	10.2194	1.0971	19.822
Si	-6.8704	12.3705	24.9293
Si	5.744	-0.8509	22.1274
Si	-1.3285	5.5332	21.3755
Si	-0.5806	6.5646	24.2321
Si	1.7067	0.1845	18.1609
Si	5.0501	2.4331	20.3768
Si	0.9168	13.8145	17.336
Si	5.0924	4.822	16.8128
Si	-4.1279	4.2504	22.1493
Si	11.2041	0.1529	22.3469
Si	-6.6405	17.3681	25.7387
Si	7.2314	12.0478	18.8284
Si	7.0956	9.2446	19.5322
Si	-9.2557	13.499	23.0668
Si	-4.6731	5.8529	24.6612
Si	9.7017	9.5152	24.4694
Si	6.7585	1.71	23.7947
Si	7.3401	15.1747	27.0101
Si	1.607	5.0489	25.0525
Si	-4.0638	8.7058	24.4001
Si	4.1156	9.4547	28.7274
Si	4.3753	9.4014	25.7076
Si	-1.7206	12.1422	25.8619
Si	7.0681	-1.4182	29.6954
Si	4.1303	12.1355	30.0328
Si	5.1189	5.5017	28.3814
Si	10.0357	4.1267	25.9898
Si	9.0138	11.8185	29.023
Si	4.9921	2.6698	27.5681
O	-1.281	5.2666	-6.6197
O	-0.3335	0.6784	-1.9789
O	-1.1121	-0.5557	0.0676
O	1.0281	4.2641	-0.568
O	-7.7565	5.333	-6.0544
O	1.2765	9.6802	-0.847
O	6.2649	11.3546	-8.654
O	2.0238	7.2928	0.036
O	1.3967	4.0111	-7.7038
O	3.9694	10.7371	-6.6595
O	8.366	2.0768	-1.527
O	6.6514	3.915	-0.6519
O	4.9762	5.7808	-1.565
O	9.6953	6.3506	-0.5874
O	17.4192	10.0712	-0.4456
O	-0.1255	5.5258	15.2301
O	2.876	12.856	23.8884
O	4.2886	1.6427	16.3921
O	1.8195	-0.8507	16.9274
O	-0.9384	7.9851	24.9286
O	1.6001	3.8908	16.2211
O	6.5948	2.0717	17.6353
O	5.0785	7.2803	14.6139
O	2.7854	-2.8512	15.6275
O	6.3436	4.8693	15.7816
O	9.9812	2.6027	25.442
O	9.217	0.7649	14.7435
O	5.7885	10.72	15.3345
O	8.0767	9.1955	15.7763
O	0.5236	-1.8166	14.7765
O	-0.1286	-1.0748	23.2764
O	-0.4739	2.3729	16.6636
O	-3.8632	10.4801	18.494
O	-1.3128	7.5535	17.5302
O	1.6736	13.8068	21.436
O	8.2932	3.1459	15.3735
O	-2.8879	5.0657	21.4884
O	7.8423	-4.6857	18.9939
O	5.5725	3.7715	21.12
O	-3.0755	1.2973	24.9576
O	4.3801	2.7011	18.9218
O	-0.9552	6.4392	22.6667
O	1.012	6.4388	24.4911
O	-3.5379	13.8038	22.8931
O	10.0354	6.4887	20.1305
O	17.7148	-1.1333	21.0075
O	7.0053	4.7334	25.4988
O	11.6467	3.6527	18.8058
O	5.3759	13.0795	24.4543
O	-9.0828	10.8208	21.6976
O	-0.4966	4.1762	21.1437
O	6.0376	8.0939	19.0852
O	3.8373	5.6412	16.2102
O	8.7951	1.4292	19.1172
O	14.6666	7.967	25.1921
O	2.8387	10.8008	19.3063
O	-4.8762	5.255	23.1726
O	-0.8278	0.2747	21.2133
O	5.4253	5.6171	18.1955
O	0.2266	0.1412	18.8303
O	-8.9922	1.6747	17.5716
O	3.9231	1.5788	21.159
O	3.9769	1.9746	26.4961
O	2.9611	13.2581	30.2337
O	0.715	15.368	26.3123
O	-6.6083	20.8716	21.4596
O	3.759	20.4321	27.1783
O	4.385	4.1138	27.9709
O	-4.5038	12.4055	20.157
O	-6.3877	6.6168	27.3739
O	-3.8575	7.2123	16.8134
O	-2.7377	9.5356	24.0314
O	-2.2844	-2.2278	19.5998
O	8.1035	-0.3961	29.0226
O	-1.8606	1.3711	27.4706
O	6.7105	5.3524	28.0591
O	-5.1113	8.8048	23.1747
O	0.4138	12.4155	23.1961
O	5.7255	9.2515	28.8116
O	6.0105	20.1741	25.6929
O	3.4864	10.8113	29.3672
O	3.3352	8.3438	29.6139
O	5.1545	1.7899	28.9055
O	-3.6929	7.1569	24.6153
O	8.9458	4.2254	27.1989
O	6.5459	2.8826	27.1382
O	-0.9947	10.7129	25.5535
O	7.8588	-2.8073	29.9825

Results
free energy: -134615.211 eV
free energy less fixed offsets of O -570.45, Si -639.56 eV per atom: 6.309 eV

Forces (eV/angstrom), in the order of the atoms: element, x, y, z
Si	-0.0194	0.0432	-0.0346
Si	-0.062	0.039	0.0757
Si	-0.0112	0.0701	0.1417
Si	0.08	0.069	0.0009
Si	-0.0824	0.0163	0.0047
Si	-0.1089	-0.0077	0.0579
Si	0.018	0.0525	0.0452
Si	0.0104	-0.0087	0.0885
Si	-0.0396	-0.0335	0.0507
Si	0.041	0.0115	0.0429
Si	-0.1392	-0.0912	0.061
Si	-0.0092	-0.0302	-0.0119
Si	0.0402	-0.0125	0.0717
Si	0.0208	0.0846	0.0393
Si	-0.0547	-0.014	0.0306
Si	-0.0878	0.0806	0.0547
Si	0.0073	0.0162	0.0119
Si	0.0545	-0.0056	0.0185
Si	0.0429	-0.0515	-0.0384
Si	-0.0581	0.0505	0.0175
Si	0.0391	-0.0153	0.0447
Si	0.0205	-0.0277	0.0195
Si	0.0476	-0.0088	-0.0128
Si	0.0011	0.0148	0.0646
Si	0.0316	-0.0136	-0.0067
Si	0.0303	-0.0063	0.0073
Si	0.0094	-0.0555	0.0028
Si	-0.0499	-0.0064	-0.0184
Si	0.068	0.0008	-0.0176
Si	-0.0208	-0.0058	-0.0163
Si	0.004	0.0262	0.0055
Si	-0.0688	-0.0389	-0.0337
Si	0.0011	0.0421	0.0007
Si	0.0036	0.0474	-0.0282
Si	0.0054	0.0394	-0.0196
Si	0.0482	0.0198	-0.0038
Si	0.0352	-0.0269	0.019
Si	-0.0477	-0.0125	-0.0043
Si	0.0168	0.0085	-0.018
Si	0.0272	0.0153	-0.0244
Si	-0.011	-0.0076	0.007
Si	0.0119	0.0081	-0.0087
Si	-0.0246	-0.0064	0.0037
Si	-0.0171	-0.0048	0.0025
Si	0.0068	0.0002	-0.0095
Si	-0.0172	-0.0146	0.0022
Si	-0.0119	-0.0429	-0.0025
Si	-0.0108	-0.006	0.0001
Si	-0.0029	0.0212	0.0005
Si	0.023	-0.0414	0.0128
Si	-0.0205	0.0046	-0.0127
Si	-0.0011	-0.0111	0.0025
Si	0.0226	-0.0006	0.0062
Si	0.0194	-0.0038	-0.0005
Si	0.0204	0.0122	-0.0127
Si	-0.0515	0.0438	-0.0115
Si	-0.0103	0.0244	-0.0071
Si	0.0238	0.0327	0.0429
Si	-0.0179	0.0042	0.0007
Si	0.0052	0.0114	0.0145
Si	0.0472	0.0024	-0.0128
Si	-0.0238	0.0005	0.0265
Si	-0.0073	-0.0372	0.0056
Si	0.0079	-0.0089	0.0193
Si	-0.0142	0.0194	0.0552
Si	-0.0058	-0.0074	0.0221
Si	-0.0502	-0.0131	-0.0052
Si	0.0431	-0.0144	0.0002
Si	0.0423	0.023	-0.0048
Si	-0.0451	0.0007	-0.0146
Si	0.0072	-0.0086	0.0064
Si	0.0081	0.0096	-0.0486
Si	0.0057	0.0336	-0.0127
Si	0.0404	0.0128	0.0381
Si	-0.0383	-0.0349	0.0569
Si	0.0389	-0.0096	-0.0197
Si	0.0707	-0.0103	-0.0066
Si	0.08	0.0428	-0.0334
Si	-0.0069	-0.0095	-0.052
Si	-0.0079	-0.0094	-0.0593
Si	-0.0051	-0.0532	-0.1315
Si	-0.0002	0.0251	-0.0345
Si	-0.0569	-0.0685	-0.0671
Si	0.0236	0.026	-0.0109
Si	-0.0348	-0.0451	-0.0867
Si	-0.0364	0.1154	-0.1011
Si	-0.0271	-0.0381	0.0243
Si	-0.0654	-0.0087	-0.0723
Si	0.0403	0.0056	-0.0288
Si	-0.0826	0.0294	-0.0803
Si	0.0105	-0.0303	-0.0121
Si	0.0859	0.0052	-0.1138
Si	0.0501	-0.0228	-0.0644
Si	-0.0416	-0.0491	-0.0562
Si	-0.0726	0.0111	-0.1066
Si	0.0955	0.0933	-0.0482
Si	-0.0435	-0.0105	-0.0147
Si	-0.0037	0.0282	0.1148
Si	0.0507	-0.0116	-0.0079
Si	0.042	0.1197	0.0763
Si	0.0362	0.1001	-0.067
Si	0.0087	0.0396	0.0415
Si	-0.0185	-0.0263	-0.0197
Si	0.0034	0.0343	0.0067
Si	-0.0344	0.0159	-0.0256
Si	0.0206	-0.0022	-0.0187
Si	-0.034	-0.0059	-0.0442
Si	-0.0261	0.0751	-0.0071
Si	-0.0266	-0.0293	-0.0951
Si	0.0258	-0.0136	-0.1449
Si	-0.1123	-0.1911	-0.0014
Si	0.0148	-0.032	-0.0135
Si	0.0418	-0.0142	0.0166
Si	-0.1319	0.0661	0.0499
Si	-0.0872	0.0256	-0.0127
Si	0.0259	0.0385	-0.0253
Si	0.0217	-0.0043	-0.0231
Si	0.1331	-0.0702	-0.0792
Si	-0.0372	-0.0117	-0.0665
Si	-0.0219	-0.0141	-0.0253
Si	-0.0481	0.0143	-0.0527
Si	-0.0258	-0.0193	-0.0054
Si	0.0034	0.072	0.0357
Si	0.0103	0.0286	0.011
Si	0.0162	-0.0116	-0.036
Si	-0.0279	-0.0078	-0.0681
Si	-0.0911	0.0005	-0.0308
Si	0.0682	0.029	-0.0254
Si	0.0227	-0.0127	0.0099
Si	-0.0311	0.0097	-0.0366
Si	-0.0472	0.0036	0.044
Si	0.0313	0.0042	-0.0566
O	0.0031	0.0023	0.0291
O	0.0469	-0.0059	-0.0111
O	0.0522	-0.0577	0.0931
O	0.0831	-0.0912	-0.0521
O	0.0866	0.0085	0.009
O	0.0016	0.0234	0.0277
O	0.0286	0.0256	-0.0007
O	-0.0041	-0.0051	0.055
O	-0.0248	-0.0083	-0.0358
O	-0.0186	-0.0137	0.0076
O	-0.0177	0.022	-0.0572
O	-0.0048	-0.0384	-0.0278
O	0.0207	-0.0199	0.0094
O	-0.0013	0.0549	-0.0622
O	0.0103	-0.0584	0.042
O	-0.0905	0.0676	0.064
O	0.0105	0.015	-0.0301
O	0.0297	-0.0529	0.0002
O	-0.0222	-0.0075	0.0328
O	0.0051	0.0295	0.0534
O	0.0467	0.0531	0.0125
O	-0.0012	-0.0032	-0.0097
O	0.1279	0.0656	0.0196
O	-0.0367	0.0131	0.0128
O	0.1081	0.0763	0.0052
O	0.015	-0.0279	0.0024
O	-0.0714	-0.1266	0.1239
O	0.1032	-0.0515	0.0413
O	0.0175	-0.0377	-0.0117
O	-0.0245	-0.0243	-0.0651
O	0.0118	-0.0185	0.0171
O	-0.0404	-0.0285	0.022
O	-0.0347	-0.0215	-0.0155
O	0.0542	-0.0884	-0.0355
O	-0.0187	-0.0014	-0.0028
O	-0.0838	0.0481	0.0276
O	0.0055	-0.016	-0.0254
O	-0.0098	-0.0197	-0.0105
O	0.0236	0.0406	0.0333
O	0.0027	-0.0078	0.0293
O	0.006	-0.0438	0.1146
O	0.0023	0.009	0.0045
O	-0.0143	0.0054	0.0109
O	0.0264	0.0101	0.0033
O	0.0337	0.0084	-0.0011
O	0.0074	0.0059	0.0228
O	-0.0282	-0.0279	-0.0158
O	0.0065	0.0582	0.0113
O	0.0372	0.0301	-0.0079
O	0.0071	-0.0199	-0.0022
O	-0.0008	-0.0341	0.0242
O	-0.0574	-0.0018	0.0007
O	-0.0377	0.0513	0.0788
O	0.0083	0.0165	0.0234
O	-0.0086	-0.0295	0.0024
O	0.0214	-0.024	-0.0131
O	-0.039	-0.0016	0.0378
O	-0.0601	-0.0396	0.0076
O	-0.0502	0.0436	0.0689
O	0.0192	-0.0164	-0.0054
O	0.0685	-0.0571	0.017
O	-0.0453	-0.0018	0.0091
O	-0.0328	-0.0217	-0.0026
O	-0.0546	0.0066	-0.095
O	-0.0018	0.0108	0.0243
O	-0.0065	-0.0091	-0.0178
O	-0.0159	-0.0235	0.0295
O	-0.059	0.0367	0.0151
O	0.0062	0.0007	0.0038
O	-0.007	0.0297	-0.0267
O	-0.0248	0.0049	-0.0273
O	0.0174	-0.0088	0.0006
O	0.012	0.0122	0.0073
O	0.0167	-0.007	-0.0183
O	0.0011	0.0305	0.0212
O	0.0402	0.0073	0.0494
O	0.0001	-0.0227	-0.0117
O	-0.0186	-0.0112	0.0342
O	0.0352	-0.0217	-0.0198
O	0.0135	0.0275	0.0125
O	0.0012	0.0027	-0.0328
O	0.0073	-0.0957	-0.0071
O	0.0092	-0.048	0.0492
O	-0.0141	-0.0264	0.0124
O	0.04	-0.003	0.0489
O	0.035	-0.0325	0.0159
O	0.0389	0.019	0.0585
O	0.0685	-0.0021	0.0291

The program warned: the cutoff lies below the one the program advises for these potential files; the forces do not sum to zero within the program's tolerance; empty levels may hold ghost states of the PAW files; the exchange-correlation potential is rough where the density is thin.
